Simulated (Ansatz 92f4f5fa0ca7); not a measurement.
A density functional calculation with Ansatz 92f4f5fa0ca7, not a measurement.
Periodic cell of 226 atoms, Si133O92P1, from a study of silicon, its oxide and their interface. The atomic structure is a simulated model.
Doubt: the cutoff is far below the 930 eV that the study's wrapper takes by default for these files, so forces and energies are approximate.
This geometry differs little from another in the collection (a relaxation step or a small displacement).

Settings: functional PBE; potential files Ansatz PAW; basis plane waves; wave-function cutoff 580 eV; density cutoff ratio 5; exchange-correlation grid ratio 1; k mesh 1 x 1 x 1, Gamma-centred; self-consistency stop 5e-08 eV per atom in the density residual; occupations fixed; spin none; net charge +1 e, with a uniform compensating background and no finite-size correction.

Cell vectors (angstrom)
a 10.938 0 0
b 0 10.938 0
c 0 0 31.9494

Atoms and the computed forces on them: element, x, y, z (angstrom), force x, y, z (eV/angstrom)
Si 10.6171 0.0021 24.4 -0.0241 0.0229 0.1352
Si 5.0839 0.1174 24.6616 -0.0024 0.0309 0.0751
Si 2.8269 2.2903 24.5137 0.0304 -0.0153 0.1337
Si 8.562 2.4439 24.5563 0.0018 -0.0373 0.0906
Si 10.7104 5.5867 24.3264 0.0283 0.0447 0.0953
Si 5.1558 5.6172 24.4342 -0.0386 -0.0048 0.1184
Si 2.9848 7.9545 24.4002 -0.0201 -0.0414 0.0955
Si 8.4184 7.8285 24.3997 0.03 0.0062 0.1267
Si 1.2901 1.1309 25.8273 0.0116 0.0029 -0.0653
Si 6.816 1.3306 25.7546 -0.0178 -0.0001 -0.0423
Si 3.9845 4.0102 25.7243 0.0014 -0.0056 -0.0445
Si 9.6872 4.0272 25.8456 -0.0124 -0.0178 -0.0372
Si 1.3385 6.7934 25.6822 -0.0254 -0.0007 -0.0501
Si 6.8034 6.7236 25.7416 -0.0046 -0.0031 -0.0604
Si 4.0035 9.4601 25.9537 0 0.0306 -0.0443
Si 9.4833 9.441 25.7957 -0.0205 -0.0119 -0.0493
Si 2.6328 -0.1349 27.2727 0.0198 0.0195 0.0022
Si 8.1465 -0.0735 27.1492 0.0552 0.0254 0.0053
Si 0.0808 2.6566 27.1944 -0.0166 -0.0295 0.0131
Si 5.4408 2.7282 27.1164 -0.0215 -0.0179 0.0126
Si 2.6714 5.4054 27.1125 0.0264 0.019 0.0214
Si 8.189 5.3715 27.1232 0.0058 0.0057 0.0361
Si 0.002 8.1584 27.1343 0.0256 0.0162 0.0217
Si 5.5144 8.1381 27.1747 0.0001 -0.009 0.0221
Si 4.0788 1.3074 28.5001 0.0169 0.0086 -0.0365
Si 9.5526 1.3356 28.5086 -0.0147 -0.0199 -0.0227
Si 1.3699 4.0608 28.5655 0.0223 0.0044 0.0118
Si 6.8049 4.0657 28.5174 0.0201 -0.0192 0.0133
Si 4.0855 6.7754 28.4872 -0.0111 -0.0391 -0.0254
Si 9.5534 6.782 28.4811 0.0137 -0.0263 -0.0365
Si 1.3108 9.4851 28.6261 -0.0389 -0.0582 0.0619
Si 6.827 9.5325 28.5564 -0.0164 -0.0055 0.037
Si -0.0409 -0.0212 29.9339 0.0225 -0.0014 -0.0163
Si 5.4578 -0.017 29.8945 -0.003 0.0008 0.0021
Si 2.7645 2.7078 29.902 -0.0129 -0.0039 0.0219
Si 8.18 2.7042 29.873 -0.0207 0.0044 -0.0068
Si -0.0169 5.4455 29.8888 -0.021 0.0037 0.0055
Si 5.4511 5.441 29.886 -0.0036 -0.0069 0.0078
Si 2.7383 8.1315 29.9103 -0.0258 0.0493 -0.0142
Si 8.229 8.1775 29.8769 -0.0083 0.0262 0.023
P 1.3687 1.3702 31.2536 -0.009 0.0049 0.0285
Si 6.8223 1.3652 31.2607 0.0158 -0.0026 0.0063
Si 4.1093 4.0775 31.297 0.0077 0.0032 -0.0039
Si 9.5511 4.0772 31.2376 0.0077 0.0004 0.0027
Si 1.3535 6.8069 31.2761 0.0108 -0.007 0.0052
Si 6.8297 6.8411 31.2469 0.0002 0.0038 -0.001
Si 4.0807 9.5636 31.247 0.0059 -0.0118 0.0043
Si 9.5553 9.5465 31.3121 -0.0075 0.0037 -0.0034
Si 2.7319 0.0204 0.6818 -0.0095 0.0089 -0.0259
Si 8.189 0.0104 0.6794 -0.0064 0.0059 -0.0023
Si 0.0098 2.7418 0.681 0.0097 -0.0059 -0.0172
Si 5.494 2.7467 0.713 -0.0079 -0.0031 -0.0126
Si 2.7381 5.4649 0.6847 -0.0052 0.0046 -0.0015
Si 8.212 5.4872 0.6735 0.0096 -0.0038 -0.0155
Si 0.0154 8.2012 0.7146 -0.0046 0.0002 -0.0108
Si 5.4751 8.2286 0.6912 -0.0155 0.0116 -0.0142
Si 4.0973 1.4039 2.0688 0.0016 -0.0026 -0.0032
Si 9.6051 1.3394 2.0353 -0.0331 0.0044 0.0282
Si 1.37 4.1366 2.063 0.0262 -0.0195 -0.0053
Si 6.8461 4.1604 2.0528 0.0142 -0.0241 0.0209
Si 4.0974 6.8562 2.0369 0.0002 -0.0283 0.0131
Si 9.5747 6.842 2.0736 -0.0122 0.0034 -0.003
Si 1.3534 9.6232 2.0644 0.0123 -0.0067 0.029
Si 6.8283 9.6232 2.0589 0.0552 -0.02 -0.0037
Si 0.025 0.0396 3.4902 0.0109 0.0201 0.0196
Si 5.4746 0.038 3.4516 -0.0137 0.0092 0.0231
Si 2.718 2.7728 3.4227 -0.035 0.0089 -0.0098
Si 8.2682 2.7926 3.3401 0.0469 0.009 -0.0864
Si 0.0189 5.512 3.4737 0.0332 0.0073 0.035
Si 5.4753 5.5341 3.4304 -0.0225 0.0243 0.0033
Si 2.7504 8.2504 3.3929 -0.0241 0.0157 -0.0372
Si 8.238 8.2833 3.3952 0.0119 0.0769 -0.0315
Si 1.3775 1.4593 4.8619 -0.0236 -0.0041 -0.0242
Si 6.9129 1.4832 4.7141 -0.0223 -0.0225 0.0175
Si 4.065 4.1626 4.7628 0.0084 0.0085 -0.012
Si 9.6033 4.0819 4.7917 0.0022 -0.0023 0.0072
Si 1.37 6.98 4.8332 -0.027 -0.0084 -0.0176
Si 6.8369 6.9953 4.7378 -0.0094 -0.0374 0.0117
Si 4.0969 9.5738 4.7973 0.004 0.0286 0.0094
Si 9.6146 9.5788 4.8509 -0.0047 -0.0128 -0.0321
Si 2.7582 0.0336 6.1412 0.0188 0.0082 0.0424
Si 8.2879 0.1286 6.088 0.0049 -0.0022 0.0434
Si 0.0176 2.8042 6.3179 0.0172 0.0168 0.0365
Si 5.5203 2.8435 6.0633 -0.0132 -0.0162 0.0524
Si 2.7572 5.6022 6.1343 -0.0117 -0.0023 0.0517
Si 8.2542 5.6022 5.9576 -0.0152 -0.0024 0.0458
Si 0.0479 8.3068 6.3679 0.018 0.0208 0.0522
Si 5.5014 8.3069 6.2293 0.0044 0.0092 0.0533
Si 4.4259 1.1869 7.3294 -0.0022 0.0078 -0.099
Si 9.8061 1.1542 7.6305 0.0386 -0.0204 -0.0918
Si 1.1807 4.5168 7.5158 -0.0203 0.0029 -0.13
Si 6.6428 4.5465 7.2546 0.0132 0.0155 -0.09
Si 4.3258 6.7103 7.5507 0.0005 -0.004 -0.1044
Si 9.7265 6.62 7.507 0.019 -0.0036 -0.077
Si 1.2816 9.9433 7.7122 -0.0432 -0.0038 -0.1472
Si 6.721 9.9747 7.4215 -0.0251 0.0177 -0.0996
O 9.5645 1.235 23.9833 0.024 0.0083 -0.0164
O 4.0936 6.7994 23.9419 0.0187 0.0136 -0.0057
O 4.024 1.2367 24.0344 -0.0108 0.0066 -0.0163
O 9.5395 6.6977 23.8939 -0.0093 0.0077 -0.0042
O -0.022 5.5608 8.0144 -0.0048 -0.0161 0.0109
O 5.5719 0.1361 7.916 0.0105 -0.0124 0.0002
O 0.0692 0.0909 8.1362 -0.0129 0.0046 0.0172
O 5.5393 5.6208 7.8805 -0.0038 -0.0157 -0.0021
O 7.61 3.9537 8.4227 0.04 -0.0419 0.0616
O 8.7237 7.0567 8.7551 -0.0486 0.0516 0.0519
O 2.1824 9.461 9.0335 0.0763 -0.0527 0.0927
O 8.8939 1.6763 8.9243 -0.0572 0.0529 0.0543
O 7.6337 9.4852 8.6999 0.0397 -0.0459 0.061
O 3.5943 1.8395 8.5749 -0.0288 0.0534 0.0592
O 3.5773 7.2257 8.9414 -0.0287 0.0467 0.0645
O 2.0738 4.0312 8.8143 0.0706 -0.0404 0.0709
O 8.1291 3.502 23.3691 -0.0457 0.0427 -0.053
O 0.4654 4.9361 22.9602 0.0421 -0.0753 -0.0715
O 1.9028 2.7401 23.2402 -0.0599 0.0374 -0.0877
O 5.8224 4.9102 23.1102 0.0608 -0.0541 -0.0717
O 5.5382 9.9748 23.5179 0.041 -0.0367 -0.0472
O 2.4313 8.696 23.0347 -0.0506 0.0532 -0.0805
O 0.1792 10.0652 23.0828 0.0547 -0.05 -0.0892
O 7.7965 8.5743 23.0664 -0.0653 0.0572 -0.0767
Si 8.6587 7.7019 18.4393 0 0 -0.0316
Si 8.7877 6.3597 13.6316 -0.0027 0.0035 0.0287
Si 3.7946 1.5425 14.7378 -0.0023 -0.0019 0.01
Si 2.1391 5.7526 17.6247 -0.0083 -0.0049 -0.0233
Si 2.4211 3.1477 19.4843 -0.0143 0.0048 -0.0283
Si 9.8176 9.034 12.0848 0.0012 -0.0014 0.0246
Si 1.3255 9.4207 22.0676 0.0125 -0.0034 0.0566
Si 9.1742 0.9677 13.1983 0.0016 0.0028 0.0286
Si 1.4256 5.0565 13.0303 0.0039 0.0013 0.0377
Si 1.7958 8.2562 12.8234 0.0052 0.0022 0.0183
Si 6.6526 9.5508 22.4168 0.0174 -0.0172 0.0338
Si 4.5281 4.6038 15.7089 0.0033 0.0087 0.0002
Si 8.2148 3.023 9.5925 0.0059 -0.0254 -0.0307
Si 0.8413 8.2475 19.2571 0.0005 0.0136 -0.0218
Si 6.9503 1.3509 21.0864 0.0092 -0.0039 -0.0319
Si 8.2329 8.3242 9.6816 0.0104 -0.0123 -0.0384
Si 10.8917 5.208 15.6081 -0.0016 0.003 -0.0027
Si 7.5699 9.5049 16.3186 -0.0022 -0.0078 -0.0072
Si 9.9322 2.0629 20.296 -0.0009 0.0004 -0.0288
Si 3.2197 8.5146 9.9248 -0.0329 0.0044 -0.0546
Si 6.6985 3.348 17.4037 -0.0001 0.005 -0.0165
Si 1.1676 0.2146 19.8029 0.005 -0.0092 -0.0366
Si 3.2371 2.8175 12.3019 -0.0014 -0.008 0.026
Si 7.2192 5.3947 19.6767 0.0027 -0.0094 -0.0278
Si 5.7503 8.6755 11.5507 0.0001 -0.0016 0.0234
Si 5.7876 6.0767 13.2041 0.003 0.0018 0.0266
Si 4.6333 9.707 17.6234 -0.0034 -0.0079 -0.0178
Si 1.0272 3.6002 22.1627 -0.0036 0.0371 0.0632
Si 4.8998 1.4857 18.7938 0.0033 -0.0028 -0.0291
Si 3.2017 3.0938 9.5234 -0.0308 -0.0165 -0.0445
Si 6.4527 10.8267 13.7941 0.0003 -0.0033 0.0161
Si 10.3506 0.1205 15.9732 0.0044 0.0057 -0.0094
Si 5.666 3.6612 11.1603 0.0075 -0.0108 0.034
Si 9.8469 3.9011 11.9083 -0.0113 -0.0044 0.0248
Si 2.3431 9.9267 15.5485 -0.0014 -0.0073 -0.0048
Si 6.0742 8.1194 19.7958 -0.0027 0.0094 -0.0295
Si 6.9307 3.9733 22.3629 -0.0065 0.0173 0.0325
Si 9.7571 2.7804 17.3634 0.0023 0.0032 -0.0116
O 7.1979 6.3807 13.9755 0.0026 0 -0.0132
O 1.8831 7.0631 18.6766 0.0059 -0.0133 0.017
O 10.2937 4.0422 16.5306 -0.0021 -0.0015 0.0053
O 6.1657 9.9612 17.0554 0.0078 -0.0035 0.004
O 10.1476 0.7073 14.4697 0.0049 -0.0042 -0.0015
O 8.4473 6.1186 18.8548 0.0026 0.0044 0.0216
O 5.1723 0.6912 14.4352 -0.0029 0.0029 -0.008
O 5.7211 2.0544 17.5154 0.0047 0.003 0.0087
O 8.3496 1.9465 20.563 0.0111 0.0027 0.0265
O 1.99 4.3029 18.402 0.005 0.0156 0.01
O 6.9692 2.807 10.6411 -0.0294 0.0076 -0.005
O 4.8729 2.7083 12.2169 -0.0085 -0.0017 -0.0163
O 6.0311 4.3965 16.3465 0.0005 -0.0003 0.0015
O 4.5738 3.9206 9.9328 0.0215 0.0082 -0.0048
O 10.6878 2.7842 21.5587 -0.0215 -0.025 -0.0044
O 9.7257 6.1623 14.9655 0.0068 -0.004 -0.0012
O 6.0064 6.4836 19.836 0.0017 -0.0003 0.0269
O 4.0814 0.1727 18.281 0.0018 -0.0024 0.0181
O 9.2581 10.5544 12.275 -0.0006 0.0117 -0.019
O 2.8578 4.3604 12.7073 -0.0059 0.0079 -0.0245
O 1.9103 10.7065 21.2163 -0.0019 0.0209 -0.0069
O 3.9976 2.7259 19.3767 0.0072 -0.0047 0.0258
O 0.7297 10.0442 15.9644 -0.0003 0.0006 0.0008
O 1.2774 9.8074 18.841 -0.0002 -0.0024 0.0133
O 1.7132 1.6692 19.2762 0.0037 0.001 0.0245
O 8.9403 10.3961 16.5015 -0.0015 -0.0032 0.0058
O 4.8714 8.5842 18.7936 -0.0047 0.0049 0.011
O 9.5824 8.7563 10.4867 0.0165 0.0083 0.008
O 6.7521 4.0828 18.856 -0.0019 -0.0108 0.0105
O 2.8428 1.7206 13.4077 0.0017 -0.0046 -0.0082
O 5.8253 8.7649 21.2672 -0.0144 -0.0239 -0.019
O 2.5478 2.4522 10.8725 -0.0018 -0.0048 0.0202
O 7.6161 4.8519 21.1709 0.0087 0.0227 -0.0202
O 5.2128 7.4823 12.5542 0.0008 -0.0105 -0.0131
O 0.4346 9.0696 12.5039 0.0034 -0.0009 -0.0196
O 7.5823 1.064 13.5755 -0.0027 -0.0026 -0.0162
O 7.1109 9.6404 14.7462 0.0025 -0.0016 -0.0002
O 8.9778 5.0318 12.6942 -0.0013 0.0114 -0.0122
O 8.0933 8.0414 16.9127 -0.0048 0.0083 0.0009
O 6.2118 2.5724 21.9036 -0.0017 -0.0227 0.012
O 2.461 9.07 14.1125 0.0021 0.008 -0.0015
O 0.429 4.4925 11.8652 0.0095 0.0038 -0.0231
O 0.8147 8.315 20.935 -0.0099 -0.022 -0.0169
O 9.3964 3.8327 10.3465 0.0234 0.017 0.0057
O 9.6583 2.3874 12.5293 0.0006 -0.0114 -0.0176
O 7.6188 8.5628 19.3954 0.0101 -0.0032 0.0245
O 2.5527 8.1738 11.3695 -0.0244 -0.0056 0.0362
O 3.9777 3.0626 15.3764 0.001 0.0015 -0.003
O 0.8371 4.4896 14.4402 -0.004 -0.0028 -0.0044
O 10.0496 3.001 18.9588 -0.0011 0.0062 0.0007
O 9.1438 7.8055 12.9421 -0.0012 -0.0099 -0.013
O 10.5156 0.5424 20.0838 0.0027 -0.0043 0.0258
O 6.0336 5.0463 11.9358 -0.0006 0.0175 -0.0129
O 8.1577 2.7467 17.01 -0.0014 -0.0003 0.0077
O 3.5371 5.4834 16.7291 0.0014 -0.001 0.0081
O 4.6715 9.1331 10.3829 0.0266 0.0029 -0.0045
O 1.5378 6.6772 13.1847 -0.0036 -0.0064 -0.0217
O 4.7607 5.4948 14.3442 -0.003 -0.0069 -0.0042
O 2.0555 3.8583 20.9208 0.0273 -0.0081 -0.0236
O 10.554 1.4143 16.9513 0.0004 -0.0043 0.0071
O 0.95 6.078 16.5518 0.0009 -0.0006 0.0077
O 7.3294 10.9522 21.9379 0.0011 0.0254 0.0105
O 5.9359 0.915 19.9113 -0.0229 -0.0038 0.0055
O 6.0671 10.034 12.4075 0.0067 0.018 -0.0079
O 2.8474 0.5487 15.6056 -0.0002 0.0019 0.0004
O 7.0551 8.0239 10.7754 -0.0305 0.0003 0.0005
O 10.2441 8.022 18.689 -0.0076 -0.0048 0.0204
O 3.444 9.1988 16.5803 0.002 0.0019 0.0022

Results
free energy: -137633.814 eV
free energy less fixed offsets of O -568.88, P -755.39, Si -635.61 eV per atom: -5.334 eV

The program warned: the cutoff lies below the one the program advises for these potential files; the forces do not sum to zero within the program's tolerance; the exchange-correlation potential is rough where the density is thin.
